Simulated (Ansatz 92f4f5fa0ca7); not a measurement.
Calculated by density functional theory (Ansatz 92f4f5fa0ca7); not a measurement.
Periodic cell of 223 atoms, Si132O90B1, from a study of silicon, its oxide and their interface. The atomic structure is a simulated model.
Doubt: the cutoff is far below the 930 eV that the study's wrapper takes by default for these files, so forces and energies are approximate.
This geometry differs little from another in the collection (a relaxation step or a small displacement).

Settings: functional PBE; potential files Ansatz PAW; basis plane waves; wave-function cutoff 580 eV; density cutoff ratio 5; exchange-correlation grid ratio 1; k mesh 1 x 1 x 1, Gamma-centred; self-consistency stop 5e-08 eV per atom in the density residual; occupations fixed; spin none; net charge -1 e, with a uniform compensating background and no finite-size correction.

Cell vectors (angstrom)
a	10.938	0	0
b	0	10.938	0
c	0	0	32.1988

Atoms: element, x, y, z (angstrom)
Si	10.5863	0.2253	24.8732
Si	5.7374	10.6783	24.7432
Si	2.4814	2.9159	24.6463
Si	8.427	2.4666	24.8345
Si	0.2775	5.1655	24.7615
Si	5.152	5.7505	24.6975
Si	2.9334	8.0084	24.6035
Si	7.9391	8.4363	24.7409
Si	1.3326	1.3812	26.0421
Si	6.8449	1.3091	26.1251
Si	4.0464	4.1044	25.9963
Si	9.6114	4.0596	26.0947
Si	1.3995	6.8262	26.0082
Si	6.7685	6.8522	26.0331
Si	4.1049	9.5343	26.005
Si	9.467	9.5679	26.1558
Si	2.7319	-0.0068	27.3555
Si	8.1617	-0.0211	27.5682
Si	0.0153	2.7151	27.4994
Si	5.4429	2.7436	27.3772
Si	2.7319	5.4653	27.4412
Si	8.1879	5.4718	27.3645
Si	-0.0033	8.1817	27.3855
Si	5.4436	8.199	27.4603
Si	4.0851	1.3637	28.7591
Si	9.5835	1.351	28.8605
Si	1.3738	4.1046	28.8298
Si	6.8338	4.1012	28.7539
Si	4.1036	6.8157	28.8204
Si	9.5588	6.8222	28.7626
Si	1.3719	9.5652	28.7493
Si	6.7914	9.5423	28.8762
Si	0.0287	-0.0265	30.1821
Si	5.4342	0.0102	30.1816
Si	2.7456	2.7244	30.175
Si	8.1977	2.7468	30.1588
Si	-0.0158	5.4677	30.1582
Si	5.4899	5.454	30.1712
Si	2.7294	8.2093	30.1461
Si	8.2127	8.1755	30.1827
Si	1.3872	1.3508	31.5573
Si	6.8351	1.3757	31.5207
Si	4.1256	4.0874	31.5435
Si	9.5737	4.0957	31.5374
Si	1.3613	6.844	31.5033
Si	6.8561	6.8111	31.5626
Si	4.0866	9.5656	31.5459
Si	9.5894	9.5492	31.5447
Si	2.7541	-0.0077	0.7448
Si	8.2111	0.0069	0.683
Si	0.0052	2.7284	0.7151
Si	5.4951	2.7238	0.7242
Si	2.7429	5.4943	0.67
Si	8.2296	5.4449	0.7368
Si	0.0275	8.1862	0.7149
Si	5.4801	8.2056	0.7128
Si	4.1452	1.358	2.1043
Si	9.5733	1.3471	2.0826
Si	1.3939	4.1272	2.0402
Si	6.8721	4.0687	2.1052
Si	4.1117	6.8311	2.0773
Si	9.6027	6.8266	2.086
Si	1.3981	9.5367	2.0961
Si	6.8409	9.6041	2.068
Si	0.0222	-0.0273	3.4215
Si	5.5096	0.0064	3.5188
Si	2.7819	2.787	3.392
Si	8.1997	2.6704	3.5046
Si	0.0462	5.4664	3.4563
Si	5.4804	5.445	3.4241
Si	2.7968	8.214	3.4984
Si	8.2201	8.2286	3.3918
Si	1.4463	1.3678	4.6858
Si	6.8205	1.3632	4.9822
Si	4.1965	4.0445	4.8397
Si	9.6067	4.0681	4.7861
Si	1.4379	6.819	4.8422
Si	6.8255	6.8832	4.7221
Si	4.1242	9.6246	4.9167
Si	9.582	9.5476	4.8004
Si	2.8893	0.2697	6.1967
Si	8.234	-0.0641	6.2745
Si	0.0802	2.6735	6.0776
Si	5.3569	2.624	6.4149
Si	2.85	5.4526	6.1834
Si	8.1654	5.4626	6.0209
Si	0.0645	8.2123	6.1638
Si	5.5438	8.2226	6.2361
B	3.8341	1.6517	7.6718
Si	9.8754	1.1344	7.4634
Si	1.7564	3.7255	7.3425
Si	6.6239	4.3689	7.4497
Si	4.4262	6.6228	7.5486
Si	9.3999	6.9243	7.3592
Si	1.2272	9.9794	7.2762
Si	7.2106	9.1952	7.653
O	8.3585	8.0515	7.9375
O	2.8409	2.6583	7.9324
O	9.5214	1.3512	24.2724
O	4.0496	6.8654	24.1227
O	0.0578	0.0159	7.9694
O	5.5528	5.5105	8.0349
O	6.8518	9.5704	24.1967
O	1.3716	4.0592	24.1659
O	3.8629	7.3589	8.9483
O	0.9982	4.3306	8.6691
O	9.8719	6.0479	8.6885
O	2.1543	9.3878	8.5
O	7.5302	3.9255	8.7704
O	4.2724	0.9978	8.8954
O	6.7622	9.536	9.2002
O	9.2375	1.8504	8.8124
O	7.7169	3.1541	23.52
O	10.4995	5.8388	23.4458
O	5.0887	0.4252	23.3945
O	5.8592	5.0897	23.3625
O	3.1069	2.2075	23.2755
O	2.2928	8.7236	23.2306
O	8.6176	7.7504	23.398
O	0.226	10.342	23.5876
Si	4.3913	1.5693	22.4718
Si	3.4612	7.9447	14.0076
Si	7.1036	0.9581	14.6541
Si	0.9387	9.3564	22.5293
Si	1.1536	4.3122	11.852
Si	6.238	8.9671	15.2969
Si	0.6447	1.3679	12.2719
Si	8.6186	4.9582	20.5099
Si	0.3791	5.6701	9.3172
Si	5.0764	3.1242	17.9075
Si	0.8585	3.7512	16.718
Si	10.3851	2.8475	19.2128
Si	5.229	1.2081	10.1942
Si	0.8706	0.1761	19.8468
Si	6.6002	9.4903	10.8231
Si	9.3238	9.6827	18.3138
Si	9.3499	9.2691	12.5493
Si	6.5738	3.8453	22.595
Si	2.445	8.0638	9.3636
Si	10.5737	7.3759	17.0638
Si	2.4911	6.3011	16.5593
Si	10.1463	4.4964	14.1606
Si	6.1198	9.1881	18.4969
Si	7.9716	2.5707	9.545
Si	8.845	2.1515	12.4282
Si	5.3202	6.2472	18.0491
Si	3.9108	0.5658	19.46
Si	4.2632	3.8294	11.9872
Si	5.5126	6.617	12.1013
Si	7.9963	2.5038	17.2036
Si	4.3451	2.4797	14.9299
Si	1.5169	1.2188	15.2292
Si	1.5385	9.4137	12.0178
Si	8.0187	6.8561	13.8354
Si	10.3606	9.8453	15.4693
Si	9.8068	7.0104	22.5612
Si	8.0978	5.4896	17.4066
O	6.0058	7.9882	11.2796
O	5.9981	9.2035	16.881
O	7.6448	1.377	13.185
O	0.862	1.748	13.8458
O	9.4144	6.2602	16.8734
O	6.737	6.2079	13.0947
O	5.1109	4.6595	18.5846
O	9.2041	2.155	18.2702
O	2.3536	0.1003	19.0811
O	9.3978	10.2393	16.7576
O	2.763	4.4293	11.7106
O	5.0508	10.3277	19.0928
O	9.3901	3.2424	13.4834
O	0.4404	1.7667	19.9454
O	3.1295	1.3706	15.0325
O	8.154	5.3894	19.0224
O	3.8753	6.6014	17.3735
O	4.546	3.2921	16.3548
O	9.0326	5.6749	14.2941
O	5.4582	2.7546	22.1404
O	10.6483	4.1583	15.662
O	0.3185	3.8651	18.2576
O	10.4097	10.5147	19.2156
O	9.6159	10.0365	14.0198
O	10.9034	8.1211	22.0956
O	1.1734	2.1698	16.5038
O	9.7238	3.7552	20.4018
O	8.1231	4.0369	16.6827
O	-0.0795	9.12	11.8921
O	6.5597	2.4165	17.9772
O	5.5117	10.7388	11.0799
O	7.7317	9.5947	18.8287
O	9.9934	1.0227	12.0539
O	1.2976	6.9725	9.0497
O	0.592	4.7693	13.3258
O	5.6842	7.6263	18.9674
O	5.2019	5.1044	11.4835
O	2.692	6.9999	15.1043
O	0.8736	2.7462	11.4502
O	0.8418	10.6917	15.5375
O	2.3762	8.5702	10.9097
O	4.673	2.4484	11.1793
O	4.2709	3.4818	13.6265
O	2.1746	4.6936	16.4695
O	10.6836	8.2575	15.6867
O	6.9204	10.2894	14.6623
O	2.306	8.9616	13.4125
O	8.0283	1.5263	15.8929
O	4.1064	7.003	12.8488
O	4.1573	2.0131	18.7009
O	7.2879	4.4199	21.2625
O	8.3851	2.9329	11.0859
O	1.1641	6.8755	17.3494
O	5.6338	1.553	14.7931
O	8.0746	9.783	11.5967
O	9.2057	6.2869	21.2377
O	8.9322	7.7342	12.8446
O	1.6215	0.1215	11.8628
O	6.6333	6.1519	17.0574
O	7.3536	7.7921	15.0181
O	1.1994	10.295	21.2241
O	10.0154	8.2042	18.3459
O	3.9509	0.8646	21.0716
O	0.3185	5.3409	10.9043
O	6.7086	1.5653	9.5991
O	4.7433	8.7289	14.6699

Results
free energy: -135249.833 eV
free energy less fixed offsets of B -154.04, O -568.88, Si -635.61 eV per atom: 3.927 eV

Forces (eV/angstrom), in the order of the atoms: element, x, y, z
Si	-0.0003	0.0001	0.0069
Si	0.0019	0.0013	0.0052
Si	0.001	-0.002	0.0064
Si	0.0008	-0.0025	0.0062
Si	0.0006	0	0.0037
Si	0.0007	-0.0022	0.0023
Si	-0.001	0.0006	0.0039
Si	0.0016	0.0013	0.006
Si	0	0.0006	-0.0033
Si	0.0021	-0.0001	-0.0017
Si	0.0005	0.0003	-0.0021
Si	0.0007	-0.0011	-0.0026
Si	0.0002	0.0004	-0.0021
Si	0.0001	0.0006	-0.0034
Si	-0.0008	0.0002	-0.0029
Si	-0.0011	0.0015	-0.0025
Si	0.0009	0.0013	-0.0038
Si	-0.0014	-0.0007	0.0058
Si	0.0003	-0.0006	0.0054
Si	0.0004	-0.002	-0.0034
Si	-0.0006	0.0007	0.0042
Si	0.0015	-0.0005	-0.0036
Si	0.0008	-0.0008	-0.0034
Si	-0.0003	-0.0005	0.0044
Si	0	-0.0008	0.004
Si	-0.0008	0.0001	-0.0077
Si	-0.0007	-0.002	-0.0047
Si	-0.0005	0.0007	0.0019
Si	0.0002	0.0001	-0.0043
Si	0.001	0.0017	0.0023
Si	0.0001	0.0002	0.0018
Si	0.0038	0.0017	-0.0064
Si	0.0012	-0.0007	0.0008
Si	-0.0011	0.0038	0.0003
Si	0.0022	-0.0007	0
Si	0.0018	-0.0013	0.0005
Si	0.0006	0.0002	0.0004
Si	0.0008	0.001	0.0011
Si	0.0001	-0.0004	0.0009
Si	-0.0005	-0.0004	0.0004
Si	0.0011	0.0011	-0.0003
Si	-0.0027	-0.0037	0.0011
Si	-0.0037	-0.0013	0.0003
Si	0.0006	0.0019	-0.0002
Si	-0.0012	0.0001	0.0003
Si	0.0023	0.0004	-0.0011
Si	0.0019	0.0018	0.0001
Si	0.0005	-0.0004	-0.0006
Si	-0.0029	-0.0008	0.0018
Si	0.0029	0.0059	-0.0013
Si	-0.0014	-0.0022	0.0004
Si	0.0022	-0.0005	0
Si	0.0057	0.002	-0.0014
Si	-0.002	-0.0008	0.0008
Si	0.0039	0.0015	-0.0006
Si	-0.0009	-0.0023	0.0002
Si	0.0039	0.0016	-0.0066
Si	-0.001	-0.0076	0.0049
Si	-0.0004	0.0031	-0.0023
Si	0.0003	-0.0004	0.0032
Si	-0.0069	0.0007	0.0061
Si	-0.0006	0.0014	-0.0027
Si	-0.0007	-0.0021	-0.0009
Si	-0.0022	0.0048	-0.0023
Si	0.0059	0.0162	0.0049
Si	-0.001	-0.0004	0.0007
Si	-0.001	-0.0071	0.0017
Si	-0.0006	0.0043	-0.0022
Si	-0.0014	-0.0024	-0.0009
Si	0.0003	-0.0014	0.0026
Si	0.0119	0.002	-0.0014
Si	0.0048	-0.0047	0.0051
Si	-0.0131	-0.0214	-0.0035
Si	-0.0021	-0.0011	-0.0012
Si	0.0067	0.0103	-0.0104
Si	0.0026	-0.0063	0.0073
Si	0.0044	0.0019	0.0071
Si	-0.005	-0.0046	0
Si	-0.0098	-0.006	-0.0022
Si	-0.0036	0.0082	-0.0038
Si	0.004	0.0096	0.0159
Si	0.0096	-0.0037	0.0117
Si	-0.0039	0.0083	0.0015
Si	0.0372	0.0253	-0.0096
Si	-0.0084	0.0071	0.0058
Si	-0.0012	-0.001	0.0057
Si	-0.0021	-0.0127	0.0068
Si	0.0063	-0.0056	0.0118
B	-0.0243	-0.0478	-0.0062
Si	-0.0071	-0.0007	-0.0182
Si	-0.0236	0.0079	-0.0166
Si	0.0087	0.0079	-0.0042
Si	0.0042	0.0111	-0.0117
Si	0.0036	-0.0008	0.0008
Si	0.0049	0.0108	-0.0045
Si	-0.0068	0.0031	-0.0212
O	-0.0016	-0.0024	-0.0006
O	0.0118	-0.0045	0.0121
O	-0.0006	0.0011	-0.0059
O	0.0004	0	-0.0003
O	-0.0009	0.0064	0.0068
O	0.0005	0.0001	-0.0003
O	-0.0009	-0.0009	-0.0036
O	-0.0005	0.002	-0.0019
O	-0.0037	0.0003	0.0014
O	0.0016	0.0033	0.008
O	0.0086	-0.0035	0.0013
O	-0.0034	-0.0049	-0.0091
O	-0.0029	0.0007	-0.0051
O	0.0041	0.0043	0.0013
O	0	0.0007	0.0046
O	0.0025	-0.0007	0.0043
O	0.0002	0.0007	-0.0016
O	-0.0001	-0.0003	-0.0011
O	0.0002	-0.0002	-0.0013
O	-0.0004	0.0014	-0.0012
O	0.0004	-0.0002	-0.0023
O	0.0009	-0.0002	-0.0022
O	0.0001	0.0003	-0.0014
O	-0.0004	0.0005	-0.0008
Si	-0.0002	-0.0003	-0.0006
Si	0.0005	-0.0007	-0.0017
Si	-0.0018	-0.0002	-0.0034
Si	0.0008	0.0007	-0.0002
Si	0.0022	-0.0047	0.0017
Si	-0.0013	0.0011	-0.0033
Si	-0.0007	-0.0005	-0.0017
Si	-0.0004	-0.0007	0.001
Si	-0.0068	0.0056	-0.0004
Si	-0.0007	-0.0005	0.0016
Si	0.0017	0.0007	-0.0014
Si	0.0001	-0.0009	0.0018
Si	-0.0053	0.0019	0.0022
Si	-0.0001	0.0004	0.0012
Si	0.0052	-0.0026	0.0017
Si	-0.0007	-0.0005	0.0015
Si	0.0005	-0.0008	-0.0021
Si	0.0011	0.0001	0.0001
Si	-0.0013	0.0036	0.0064
Si	-0.0005	-0.0003	-0.0008
Si	-0.0001	-0.0002	-0.0004
Si	-0.0021	0.0004	-0.003
Si	-0.0001	-0.0002	0.0033
Si	-0.0004	-0.0054	0.0094
Si	-0.0004	-0.0021	0.0006
Si	0.0002	0	0.0008
Si	0.0001	-0.0012	0.0001
Si	-0.0029	0.0043	-0.0011
Si	-0.0021	-0.0006	-0.0016
Si	-0.0005	0.0012	-0.0013
Si	0.002	-0.0033	-0.0018
Si	0.0014	-0.0019	-0.0021
Si	-0.0025	0.0016	-0.0013
Si	0.0007	0.0011	-0.0046
Si	-0.0005	-0.0022	-0.0007
Si	0.0008	0	-0.0001
Si	-0.0009	0	-0.0019
O	0.0005	0.0038	0.0012
O	0	-0.0008	-0.0018
O	0.0027	0.0014	0.0009
O	-0.002	0	-0.0023
O	-0.0002	-0.0005	0.0007
O	-0.0037	-0.0002	0.0001
O	-0.0003	-0.0008	-0.001
O	0.0002	-0.0001	-0.0001
O	-0.0005	0.0001	-0.0001
O	0.0008	0	-0.0006
O	0.0022	-0.0015	0.0036
O	-0.0003	0.0002	-0.0007
O	-0.0006	-0.0026	0.0018
O	-0.0005	0	-0.002
O	-0.0001	0.0006	0.0023
O	0.0008	-0.0004	0.0005
O	-0.0018	-0.0002	-0.0003
O	-0.0008	-0.0005	-0.0008
O	-0.0006	0	0.0029
O	0.0004	0.0002	-0.0012
O	-0.0022	0.0003	-0.001
O	-0.0003	-0.0005	-0.001
O	0.0001	0.0001	-0.0009
O	-0.0016	-0.0009	-0.0018
O	-0.0002	-0.001	-0.0009
O	-0.0005	-0.0011	0.0002
O	-0.0006	0.0007	-0.0015
O	0	-0.0009	0.0018
O	0.0021	-0.0011	0.0027
O	0.0005	-0.0002	0
O	-0.0015	0.0016	0.0019
O	-0.0002	-0.0003	-0.0013
O	-0.0003	-0.0009	0.0028
O	0.004	-0.0007	-0.0019
O	0.0019	-0.0003	-0.0005
O	-0.0002	-0.0001	-0.0017
O	-0.0004	-0.0017	0.0017
O	0.0007	0.0015	-0.0007
O	-0.0002	0.0007	0.0005
O	0.0003	0.0008	0.0018
O	0.0018	-0.0048	-0.0058
O	0.0029	-0.0073	-0.0022
O	-0.0005	0.0027	-0.003
O	-0.0004	-0.0005	0.0015
O	0	0.0012	0.001
O	0.0002	0.0002	0.003
O	-0.0033	0.0015	-0.0012
O	-0.0011	-0.0018	0.0001
O	0.0035	-0.0022	0.0003
O	-0.0004	-0.0001	-0.0008
O	-0.0015	-0.0006	-0.0004
O	-0.0022	0.0011	-0.006
O	0.0003	-0.0004	0.0002
O	-0.0012	0.0005	0.0035
O	-0.0045	-0.0002	0.0005
O	0.0011	0.0013	0
O	0	0.0012	0.0026
O	0.0012	0.0001	0.0018
O	0.0004	-0.0003	0.0009
O	0.0009	-0.0023	0.0013
O	0.0002	-0.0018	0.0003
O	0	-0.0002	-0.001
O	0.0008	0.0012	0.0008
O	-0.0042	0.0032	-0.0039
O	0.0041	0.0025	-0.0036
O	-0.0014	-0.0012	0.0021

The program warned: the cutoff lies below the one the program advises for these potential files; the forces do not sum to zero within the program's tolerance; the exchange-correlation potential is rough where the density is thin.
